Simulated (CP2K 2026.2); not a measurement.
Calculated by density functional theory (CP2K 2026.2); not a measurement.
Periodic cell of 504 atoms, Si360O144, from a study of silicon, its oxide and their interface. The atomic structure is a simulated model.
Doubt: the forces sum to 1.10 eV/angstrom along one axis rather than to zero, so they err by at least 0.0022 eV/angstrom per atom on average; the grid cutoff is modest.

Settings: functional PBE; method Gaussian and plane waves; basis set DZVP-MOLOPT-SR-GTH; pseudopotentials GTH-PBE; grid cutoff 350 Ry, relative cutoff 50 Ry; k points Gamma only; occupations fixed; spin none; net charge 0.

Cell vectors (angstrom)
a	16.32	0	0
b	0	16.32	0
c	-6.4015	-7.8273	33.8933

Atoms and the computed forces on them: element, x, y, z (angstrom), force x, y, z (eV/angstrom)
Si	1.087	15.073	0.226	0.069	0.004	0.645
Si	-2.689	-6.396	33.883	0.29	-0.011	0.7
Si	-4.755	-4.02	33.858	-0.18	0.107	0.776
Si	-2	-1.111	33.878	-0.214	0.033	0.707
Si	1.141	9.748	0.075	0.21	-0.11	0.75
Si	4.557	11.979	0.08	-0.376	0.17	0.735
Si	0.737	6.901	33.833	-0.22	0.239	0.757
Si	9.765	1.21	0.129	-0.18	0.052	0.713
Si	0.133	-3.41	33.867	0.03	-0.204	0.755
Si	9.732	6.627	0.175	-0.192	0.163	0.767
Si	6.712	9.631	0.137	0.257	-0.169	0.689
Si	9.32	12.468	0.138	0.132	-0.17	0.769
Si	11.899	15.221	0.09	0.186	-0.096	0.714
Si	8.774	-6.882	33.834	-0.058	0.19	0.685
Si	11.84	4.301	0.174	0.263	-0.036	0.738
Si	14.622	7.067	0.009	0.188	-0.166	0.784
Si	12.434	9.321	0.113	-0.158	0.184	0.795
Si	15.308	12.041	0.079	-0.276	0.066	0.709
Si	2.646	-0.021	1.456	0.011	0.01	-0.055
Si	5.396	2.69	1.164	-0.015	0.019	-0.051
Si	2.761	5.472	1.214	0.022	0.003	-0.049
Si	5.513	8.13	1.466	0.001	0.004	-0.055
Si	2.788	10.913	1.297	0.013	0.019	-0.039
Si	5.542	13.654	1.341	0.019	0.016	-0.066
Si	8.173	-0.001	1.336	-0.005	-0.011	-0.067
Si	10.839	2.722	1.533	0.002	-0.017	-0.054
Si	8.104	5.463	1.4	-0.012	-0.015	-0.035
Si	10.909	8.168	1.47	0.013	-0.007	-0.045
Si	8.219	10.863	1.43	-0.004	0.028	-0.035
Si	10.84	13.648	1.445	-0.008	-0.013	-0.062
Si	13.588	-0.053	1.361	-0.019	0.007	-0.056
Si	-0.027	2.661	1.199	0.016	-0.01	-0.064
Si	13.553	5.437	1.33	-0.007	0.021	-0.082
Si	-0.044	8.154	1.315	-0.013	0.018	-0.056
Si	13.624	10.929	1.32	0.016	-0.024	-0.067
Si	-0.035	13.56	1.555	-0.008	-0.006	-0.023
Si	1.283	1.381	2.734	-0.015	0.026	0.03
Si	4.084	4.074	2.619	-0.015	-0.016	0.023
Si	1.363	6.779	2.615	0.022	0.018	-0.005
Si	4.069	9.513	2.71	-0.005	-0.004	0.022
Si	1.455	12.23	2.76	-0.002	-0.023	0.018
Si	4.104	14.949	2.7	-0.011	-0.02	0.003
Si	6.759	1.38	2.613	0.014	0.023	0.005
Si	9.423	4.076	2.792	-0.004	0.021	0.021
Si	6.84	6.803	2.83	0.011	0.003	0.02
Si	9.555	9.527	2.794	-0.008	-0.008	0.007
Si	6.833	12.254	2.756	0.002	-0.005	0.033
Si	9.49	14.997	2.792	-0.01	0.004	0.04
Si	12.298	1.365	2.761	0.001	-0.024	0.029
Si	14.965	4.047	2.606	0.004	-0.011	-0.001
Si	12.253	6.774	2.788	0	0.003	0.042
Si	14.957	9.535	2.715	-0.009	-0.004	0.036
Si	12.252	12.259	2.71	0.001	-0.017	-0.005
Si	14.872	14.923	2.809	-0.009	0.017	0.025
Si	-0.045	0	4.097	0.011	-0.006	-0.009
Si	2.705	2.748	4.031	0.003	0	-0.025
Si	0.008	5.416	3.988	-0.018	-0.003	0.003
Si	2.697	8.137	4.035	0.008	0.004	-0.002
Si	0.037	10.864	4.073	-0.011	0.007	-0.014
Si	2.771	13.608	4.106	-0.001	-0.013	0.017
Si	5.44	0.023	4.034	0.015	-0.002	0.002
Si	8.081	2.689	4.088	-0.001	-0.018	0.009
Si	5.422	5.402	4.069	0.006	-0.021	-0.018
Si	8.19	8.177	4.15	-0.011	-0.004	0.007
Si	5.435	10.884	4.076	-0.003	0.011	-0.02
Si	8.161	13.61	4.136	0.014	-0.004	-0.004
Si	10.893	0.021	4.11	0.006	-0.009	-0.017
Si	13.644	2.741	4.077	-0.009	0.001	0.002
Si	10.848	5.43	4.111	0.008	0.011	-0.015
Si	13.616	8.168	4.1	-0.006	0.011	-0.009
Si	10.914	10.901	4.104	0.01	0.014	-0.004
Si	13.552	13.574	4.154	0.012	0.009	0.015
Si	1.367	-1.368	16.312	-0.003	0.006	-0.012
Si	4.068	1.332	16.301	-0.001	-0.017	-0.016
Si	1.339	4.083	16.31	-0.005	-0.001	-0.009
Si	4.064	6.814	16.295	0.004	-0.004	-0.012
Si	1.355	9.5	16.316	0.003	-0.011	-0.009
Si	4.07	12.231	16.314	-0.001	-0.003	0.001
Si	6.819	-1.363	16.303	0.001	0.008	-0.016
Si	9.524	1.358	16.328	0.007	-0.001	-0.017
Si	6.822	4.072	16.283	0.008	0.002	-0.014
Si	9.544	6.81	16.332	-0.003	0.011	-0.004
Si	6.804	9.519	16.298	0.003	0.007	-0.01
Si	9.506	12.234	16.314	-0.001	0.003	-0.008
Si	12.241	-1.358	16.316	-0.002	0.013	-0.014
Si	-1.376	1.381	16.32	0.002	-0.005	-0.004
Si	12.253	4.098	16.353	-0.003	0.004	-0.004
Si	-1.378	6.792	16.341	-0.002	-0.005	-0.003
Si	12.265	9.528	16.327	0	0.006	-0.011
Si	-1.366	12.237	16.338	-0.002	-0.005	0
Si	2.703	-0.008	17.686	0.006	0.001	0.008
Si	5.487	2.666	17.605	-0.005	-0.006	-0.007
Si	2.701	5.455	17.642	0.01	0.022	0.014
Si	5.403	8.199	17.645	0.002	0.012	-0.007
Si	2.72	10.845	17.675	0.006	-0.012	0.009
Si	5.444	-2.712	17.637	0.007	0.005	0.014
Si	8.173	-0.016	17.693	0.007	0.002	-0.01
Si	10.881	2.727	17.681	-0.012	-0.012	0.002
Si	8.154	5.448	17.65	0.007	-0.016	0.015
Si	10.941	8.155	17.694	-0.012	0	-0.009
Si	8.183	10.833	17.674	0.002	-0.006	0.008
Si	10.852	-2.703	17.659	0.006	-0.01	-0.011
Si	-2.718	0.003	17.672	-0.018	0	0.014
Si	-0.03	2.747	17.688	0.001	-0.007	0.001
Si	-2.722	5.456	17.756	-0.013	0.011	0.001
Si	-0.009	8.147	17.683	0.005	-0.001	0.02
Si	-2.733	10.897	17.719	0.001	-0.004	0.014
Si	0.021	-2.728	17.674	-0.008	0.018	0.001
Si	1.299	1.355	19.023	-0.001	-0.01	-0.006
Si	4.115	4.045	18.871	-0.009	0.003	-0.03
Si	1.341	6.785	19.057	-0.015	0.007	-0.03
Si	4.049	9.498	19.083	0.017	-0.02	-0.007
Si	1.372	-4.116	19.019	-0.015	0.016	-0.009
Si	4.123	-1.338	19.021	0.003	0.012	-0.017
Si	6.815	1.343	19.04	-0.009	0.004	0.01
Si	9.522	4.11	19.021	0.01	-0.009	-0.046
Si	6.768	6.839	18.951	0.013	0.002	-0.028
Si	9.602	9.506	19.047	-0.004	0.024	-0.017
Si	6.761	-4.138	18.961	-0.019	0.003	-0.037
Si	9.517	-1.376	19.073	0.008	0.004	-0.009
Si	12.229	1.347	19.037	-0.022	0.007	-0.037
Si	-1.347	4.103	19.114	0.023	-0.009	-0.004
Si	12.263	6.837	19.146	0.008	0.008	0.005
Si	-1.344	9.524	19.055	-0.002	-0.017	-0.038
Si	12.177	-4.038	19.039	-0.002	-0.012	-0.028
Si	-1.332	-1.351	19.014	0.013	0.009	-0.024
Si	-0.024	-0.015	20.451	0.009	0	0.048
Si	2.743	2.753	20.229	-0.002	0.013	0.05
Si	0.027	5.438	20.509	0.012	0.008	0.06
Si	2.668	8.156	20.455	-0.005	-0.007	0.044
Si	0.015	10.898	20.415	-0.006	-0.023	0.051
Si	2.796	-2.805	20.317	0.033	-0.007	0.055
Si	5.465	0.038	20.45	-0.011	-0.01	0.051
Si	8.144	2.744	20.367	0.012	0.007	0.05
Si	5.381	5.444	20.222	-0.024	0.01	0.044
Si	8.192	8.12	20.311	-0.009	0.008	0.043
Si	5.416	10.875	20.409	0.01	0.005	0.059
Si	8.123	-2.812	20.313	0.008	0.002	0.075
Si	10.862	0.001	20.445	0.013	0.008	0.083
Si	-2.718	2.703	20.407	-0.025	-0.025	0.044
Si	10.855	5.462	20.445	-0.01	-0.015	0.08
Si	-2.661	8.199	20.511	0.011	0.004	0.071
Si	10.888	10.915	20.472	-0.018	-0.01	0.05
Si	-2.75	-2.662	20.33	-0.003	0.008	0.035
Si	1.699	-1.203	21.546	-0.417	-0.207	-0.673
Si	3.787	1.236	21.641	0.459	0.218	-0.586
Si	1.65	4.182	21.69	-0.216	-0.034	-0.693
Si	3.787	6.443	21.613	0.013	0.177	-0.765
Si	1.158	9.39	21.817	0.231	0.117	-0.737
Si	4.297	-3.877	21.79	-0.15	-0.239	-0.72
Si	6.56	-1.694	21.607	0.034	0.154	-0.714
Si	9.736	1.645	21.694	-0.225	-0.21	-0.762
Si	6.916	4.343	21.563	-0.047	-0.18	-0.662
Si	9.181	6.528	21.728	0.202	0.106	-0.734
Si	7.04	9.676	21.58	-0.201	-0.059	-0.744
Si	9.177	-4.35	21.736	0.256	0.118	-0.748
Si	-3.813	-1.09	21.724	-0.16	-0.085	-0.727
Si	-1.609	1.157	21.784	0.256	0.102	-0.696
Si	12.009	3.842	21.683	0.173	0.236	-0.742
Si	-1.014	7.105	21.827	-0.168	-0.154	-0.77
Si	-3.756	9.869	21.768	-0.155	-0.131	-0.725
Si	-1.574	-4.198	21.622	0.1	0.066	-0.675
Si	8.197	-1.977	31.051	-0.012	-0.003	0.187
Si	-3.898	2.663	26.989	-0.034	0.021	-0.036
Si	8.133	4.22	28.601	0.041	0.005	0
Si	1.505	8.056	28.365	0.01	0.053	0.016
Si	-1.068	-2.827	24.356	-0.071	0.028	-0.111
Si	-3.763	-1.065	29.567	0.081	-0.115	-0.014
Si	1.036	-0.863	24.346	-0.007	0.098	0.056
Si	5.222	8.273	23.671	-0.059	0.007	-0.211
Si	-3.269	-0.28	26.814	0.013	-0.073	0.051
Si	3.054	10.592	23.987	-0.063	0.091	-0.078
Si	0.398	2.16	23.864	-0.04	0.03	-0.161
Si	-2.557	3.947	31.152	-0.04	-0.032	0.072
Si	-2.791	10.074	26.961	-0.079	0.013	0.057
Si	-3.317	0.949	31.79	0.07	-0.045	0.191
Si	5.149	4.668	29.425	0.035	0.113	0.093
Si	6.39	3.636	24.44	-0.088	-0.014	-0.07
Si	-1.734	4.555	28.298	0.004	-0.003	-0.066
Si	6.767	-0.666	24.31	0.091	0.038	-0.077
Si	3.169	-0.606	26.52	0.149	-0.006	-0.13
Si	-4.053	-2.161	24.61	0.014	0.04	-0.129
Si	-1.452	7.55	27.335	0.05	-0.131	-0.036
Si	9.917	-4.1	24.693	0.03	0.018	-0.121
Si	4.244	2.853	31.808	-0.072	-0.004	0.138
Si	11.479	9.526	24.679	-0.013	0.028	-0.129
Si	6.256	6.989	31.049	-0.043	-0.029	0.091
Si	3.141	-3.911	29.513	0.002	-0.007	0.039
Si	4.512	1.324	24.533	-0.062	-0.003	-0.029
Si	10.06	6.869	24.697	0.005	0.016	-0.144
Si	0.232	8.472	31.102	0.089	-0.084	0.044
Si	0.463	4.159	26.161	-0.032	0.088	-0.064
Si	5.887	-3.938	31.121	-0.026	-0.063	0.123
Si	5.99	-1.998	26.804	-0.13	0.031	0.071
Si	-2.705	8.552	31.017	-0.042	0.013	0.188
Si	8.653	1.616	24.601	-0.063	0.008	-0.185
Si	1.723	-1.048	29.109	0.107	-0.061	0.067
Si	-4.052	4.619	24.674	0.032	0.058	-0.119
Si	2.425	-5.531	27.145	0.05	-0.134	-0.186
Si	8.861	5.444	31.077	0.035	-0.103	0.201
Si	8.147	-3.806	27.201	0.005	-0.009	0.102
Si	8.208	6.872	27.126	0.083	0.007	0.088
Si	-1.428	6.157	24.803	0.03	-0.014	-0.2
Si	-0.415	-4.406	26.788	-0.023	0.139	-0.059
Si	-4.445	-5.798	29.239	-0.036	-0.032	0.06
Si	3.041	5.468	27.328	-0.012	0.028	-0.002
Si	5.652	6.355	25.92	-0.097	-0.148	-0.012
Si	9.632	1.771	27.343	-0.052	0.069	0.113
Si	-4.535	6.056	31.402	0.007	0.007	0.113
Si	2.104	0.591	31.777	0.027	0.046	0.176
Si	1.573	-5.238	31.823	0.065	0.017	0.142
Si	9.073	9.663	28.47	-0.109	0.079	-0.103
Si	-1.243	-1.862	28.282	-0.057	0.08	0.061
Si	-5.548	-3.305	30.879	0.111	-0.031	0.089
Si	8.305	-0.973	28.288	-0.049	-0.079	-0.147
Si	7.357	-6.558	30.974	-0.034	-0.072	0.172
Si	1.363	14.968	5.426	-0.006	0.002	0.002
Si	4.064	1.373	5.396	-0.005	0.008	0.001
Si	1.357	4.094	5.406	-0.006	-0.004	0.005
Si	4.062	6.785	5.408	-0.007	0.001	0.005
Si	1.363	9.489	5.434	0.014	0.009	0.006
Si	4.099	12.236	5.462	0.002	-0.005	0.015
Si	6.783	14.987	5.441	-0.01	0.003	0.004
Si	9.5	1.368	5.441	0.008	0.008	0.001
Si	6.761	4.061	5.457	0.001	0.009	0.016
Si	9.531	6.801	5.489	0.002	-0.001	0.013
Si	6.792	9.534	5.455	0.012	0.015	0.012
Si	9.537	12.249	5.467	0	-0.008	0.011
Si	12.211	14.961	5.486	-0.004	-0.002	0.015
Si	14.957	1.371	5.465	-0.005	-0.005	0.012
Si	12.243	4.075	5.433	-0.003	-0.003	0.012
Si	14.988	6.78	5.403	0.012	-0.01	0.005
Si	12.258	9.525	5.46	-0.003	-0.01	0.011
Si	14.981	12.223	5.441	-0.001	-0.019	0.009
Si	2.719	0.012	6.78	-0.004	0.001	-0.003
Si	5.408	2.707	6.806	0.004	0.003	0
Si	2.708	5.443	6.788	0	-0.002	-0.002
Si	5.426	8.148	6.781	-0.002	-0.001	-0.005
Si	2.72	10.865	6.793	0.003	0.002	0.002
Si	5.443	13.614	6.811	-0.004	-0.003	0.007
Si	8.154	0.004	6.81	0.005	-0.006	-0.004
Si	10.874	2.723	6.796	-0.002	-0.001	0.006
Si	8.143	5.428	6.804	0.001	-0.006	0.001
Si	10.895	8.169	6.824	-0.004	0.001	0.003
Si	8.163	10.886	6.811	-0.002	-0.002	0.004
Si	10.871	13.601	6.846	0.004	0.007	0.005
Si	13.593	0.007	6.815	-0.005	0.001	0.005
Si	0.014	2.733	6.793	0.003	-0.001	0.003
Si	13.611	5.441	6.78	-0.006	0.004	-0.005
Si	0.006	8.135	6.795	0.004	-0.004	0.002
Si	13.622	10.876	6.815	0.005	0.001	0.004
Si	0.009	13.601	6.792	0.004	0.001	-0.001
Si	1.365	1.366	8.153	0.006	0.007	0
Si	4.061	4.08	8.158	-0.003	-0.007	0.003
Si	1.362	6.793	8.165	0.003	0	0
Si	4.079	9.509	8.154	-0.004	-0.003	-0.004
Si	1.362	12.234	8.151	-0.006	-0.005	-0.005
Si	4.071	-1.35	8.155	0.003	0	-0.007
Si	6.788	1.362	8.163	-0.005	0	-0.007
Si	9.516	4.08	8.16	0.003	0.011	-0.002
Si	6.787	6.797	8.155	0	-0.005	-0.005
Si	9.521	9.523	8.171	0.001	-0.001	-0.004
Si	6.805	12.25	8.167	0.014	0.011	-0.001
Si	9.506	-1.354	8.183	-0.003	-0.012	0.005
Si	12.228	1.364	8.166	-0.008	-0.013	-0.001
Si	-1.357	4.083	8.152	0.005	-0.002	-0.01
Si	12.258	6.798	8.159	0.004	0.012	0.001
Si	-1.348	9.504	8.162	-0.011	-0.002	-0.002
Si	12.253	12.237	8.174	-0.004	0.003	-0.006
Si	-1.355	-1.36	8.157	0.004	0.004	-0.007
Si	0.003	0.003	9.514	0.001	-0.001	0
Si	2.714	2.72	9.525	-0.002	0.002	0
Si	-0.002	5.436	9.522	-0.001	0.006	-0.001
Si	2.722	8.155	9.521	0.001	0.004	0.001
Si	0.005	10.877	9.517	0.003	-0.003	-0.001
Si	2.715	13.601	9.511	-0.002	0.001	-0.002
Si	5.432	0.001	9.523	0.01	-0.007	-0.002
Si	8.154	2.72	9.519	0.001	-0.003	-0.005
Si	5.431	5.437	9.517	-0.002	0	-0.002
Si	8.155	8.155	9.516	-0.002	0.002	-0.002
Si	5.439	10.875	9.511	0.001	-0.001	-0.007
Si	8.157	13.6	9.537	-0.002	0.005	0.002
Si	10.876	0.004	9.532	-0.004	-0.001	0
Si	13.601	2.724	9.513	-0.005	0.004	-0.007
Si	10.883	5.442	9.513	-0.001	-0.003	-0.005
Si	13.607	8.157	9.525	0.003	-0.005	-0.001
Si	10.885	10.88	9.529	0	-0.001	-0.002
Si	13.609	13.604	9.526	0.001	-0.004	-0.002
Si	1.358	-1.361	10.877	-0.001	-0.002	0
Si	4.076	1.361	10.884	0.002	0.004	-0.002
Si	1.353	4.076	10.883	0	-0.006	0
Si	4.078	6.797	10.884	-0.005	-0.002	0.004
Si	1.363	9.518	10.877	0.005	-0.003	0.003
Si	4.075	12.237	10.867	0.004	0.006	-0.001
Si	6.793	-1.357	10.882	-0.005	-0.01	0.001
Si	9.514	1.365	10.884	-0.001	-0.003	0.001
Si	6.797	4.081	10.879	0.005	0.002	-0.003
Si	9.521	6.799	10.876	0.002	0.001	0.001
Si	6.8	9.518	10.876	0.004	0.003	-0.001
Si	9.526	12.241	10.887	-0.003	0.005	-0.003
Si	12.245	-1.356	10.884	-0.005	0.003	0.001
Si	-1.362	1.36	10.875	0.002	-0.004	0.001
Si	12.242	4.084	10.873	-0.002	0.002	-0.002
Si	-1.358	6.798	10.882	-0.005	0.005	0.002
Si	12.244	9.516	10.884	0.002	0	-0.002
Si	-1.357	12.237	10.881	-0.002	-0.001	-0.001
Si	2.716	-0.003	12.242	0.005	-0.004	0.004
Si	5.437	2.722	12.24	0.002	-0.006	0.001
Si	2.713	5.437	12.241	-0.007	-0.002	0.001
Si	5.444	8.158	12.239	0.003	0.002	0.002
Si	2.718	10.882	12.235	0.001	0.001	-0.002
Si	5.434	-2.726	12.227	0.003	0.003	-0.004
Si	8.158	-0.001	12.24	-0.004	-0.006	0.004
Si	10.885	2.725	12.233	0.002	0.001	-0.001
Si	8.165	5.436	12.239	-0.003	-0.005	-0.001
Si	10.88	8.158	12.24	-0.004	0	0.004
Si	8.163	10.875	12.238	0.002	0.002	0.001
Si	10.889	-2.72	12.243	0.001	0	0.004
Si	13.602	0.005	12.246	-0.002	0.004	0.004
Si	-0.007	2.717	12.242	0.005	0.005	0.002
Si	13.596	5.444	12.237	0.002	-0.001	0.003
Si	0	8.161	12.235	0	0.003	0.003
Si	13.603	10.877	12.243	-0.005	-0.002	0.005
Si	-0.002	-2.719	12.241	0	0	0.006
Si	1.354	1.358	13.601	-0.005	-0.002	0.002
Si	4.074	4.079	13.6	-0.005	0.007	0.001
Si	1.346	6.796	13.596	0.007	0.001	-0.002
Si	4.083	9.525	13.591	-0.006	0.002	0.006
Si	1.35	12.233	13.598	0.007	0.001	0.005
Si	4.078	-1.374	13.591	0.012	-0.011	-0.001
Si	6.797	1.358	13.595	0.003	0	0.008
Si	9.537	4.083	13.599	0.004	-0.008	0.002
Si	6.806	6.795	13.598	0.01	-0.005	0.002
Si	9.524	9.519	13.602	-0.005	0.01	0.007
Si	6.798	12.242	13.584	-0.012	0.01	-0.003
Si	9.527	-1.358	13.596	0.003	0.002	0.007
Si	12.238	1.37	13.602	-0.007	-0.001	0.002
Si	-1.369	4.082	13.594	-0.003	-0.002	0.004
Si	12.242	6.803	13.602	-0.002	-0.001	0.009
Si	-1.355	9.517	13.602	0.005	-0.008	0.001
Si	12.244	12.237	13.604	0.001	-0.004	0.005
Si	-1.359	-1.357	13.608	-0.007	0.004	0.004
Si	-0.005	0.008	14.973	0.007	-0.009	-0.001
Si	2.712	2.719	14.96	0.007	-0.002	0
Si	-0.021	5.442	14.959	-0.003	0.001	0.001
Si	2.71	8.163	14.934	0.001	0.001	-0.002
Si	-0.006	10.876	14.971	-0.006	0.001	0.002
Si	2.715	-2.732	14.949	-0.007	0.009	-0.002
Si	5.44	-0.015	14.946	-0.009	0.002	0.002
Si	8.178	2.71	14.941	-0.002	-0.004	0
Si	5.437	5.44	14.954	0.001	0.004	-0.002
Si	8.171	8.151	14.959	-0.005	-0.003	-0.006
Si	5.444	10.889	14.95	0.011	0	0.002
Si	8.164	-2.725	14.941	0.002	-0.008	-0.004
Si	10.882	0.004	14.96	0	0.003	-0.004
Si	-2.729	2.738	14.964	0	0.007	-0.003
Si	10.894	5.444	14.972	-0.001	-0.006	0.005
Si	-2.714	8.159	14.964	-0.002	0.002	-0.002
Si	10.886	10.877	14.968	-0.002	0.002	0.005
Si	-2.718	-2.724	14.965	-0.001	-0.001	0.005
O	-4.352	9.281	23.158	-0.268	-0.44	-0.149
O	0.071	8.252	22.272	-0.125	0.115	0.473
O	0.848	1.187	32.613	-0.289	0.07	-0.286
O	-1.538	6.482	23.235	-0.304	-0.299	0.047
O	6.689	-2.539	31.058	-0.256	0.409	-0.021
O	10.869	2.748	22.066	0.087	-0.107	0.179
O	5.414	-2.739	22.172	0.013	-0.015	0.588
O	6.09	3.777	22.854	-0.504	-0.101	-0.021
O	-1.223	8.335	30.404	-0.134	0.033	-0.369
O	9.934	8.319	33.446	-0.095	0.098	-0.191
O	2.519	-0.242	27.95	0.287	0.371	0.26
O	8.111	10.787	22.116	0.099	-0.049	0.361
O	-3.529	7.177	30.84	0.081	-0.309	-0.34
O	5.763	7.698	25.051	0.308	0.413	0.351
O	5.976	6.662	32.61	0.341	-0.475	0.124
O	-4.041	4.579	30.94	-0.595	-0.2	-0.497
O	-3.697	-5.192	33.429	0.092	0.12	-0.192
O	-1.034	1.87	23.145	-0.492	0.384	0.179
O	4.458	-7.736	33.527	0.026	-0.058	-0.157
O	5.387	2.095	32.649	0.273	-0.179	-0.506
O	-2.047	4.748	32.468	0.093	0.503	-0.42
O	7.118	0.38	33.517	-0.075	0.053	-0.355
O	-4.675	1.234	32.615	-0.325	-0.354	-0.224
O	-2.433	-7.307	32.553	0.353	-0.344	-0.078
O	-2.601	8.631	27.678	-0.31	-0.051	0.637
O	2.781	-5.854	32.705	0.069	0.125	-0.217
O	1.373	8.202	29.981	0.618	-0.074	0.363
O	1.124	0.719	24.015	0.387	0.107	-0.003
O	-1.336	-5.697	26.595	0.105	-0.475	-0.177
O	8.028	5.423	22.108	0.097	0.091	0.413
O	7.387	-1.163	22.914	0.647	0.079	0.12
O	-5.226	2.262	27.838	0.011	-0.037	0.456
O	5.745	-4.325	32.685	-0.12	-0.458	0.097
O	8.853	-2.464	27.847	0.455	0.029	0.257
O	-0.515	-1.308	24.527	-0.411	0.332	0.053
O	-1.603	4.267	29.889	0.549	-0.021	0.108
O	-1.826	-0.968	27.063	0.449	0.049	-0.508
O	-3.514	-5.27	28.027	0.135	0.362	0.123
O	-0.411	4.047	27.517	0.102	-0.377	0.347
O	11.935	-1.806	23.07	-0.288	-0.291	-0.027
O	7.988	-6.456	32.468	-0.212	0.044	-0.236
O	2.23	6.658	28.046	0.031	-0.044	0.219
O	1.81	5.716	33.503	0.091	-0.148	-0.476
O	9.582	-3.689	23.164	-0.041	0.489	0.011
O	9.19	0.287	27.806	0.346	-0.003	-0.17
O	-4.263	3.286	25.543	-0.178	-0.351	-0.224
O	6.691	-5.177	30.489	0.04	0.044	-0.358
O	7.748	6.527	30.661	0.051	0.159	-0.21
O	-3.613	9.981	25.592	0.074	0.25	-0.194
O	9.776	1.728	25.73	0.392	-0.102	-0.163
O	8.726	4.153	30.11	0.219	-0.538	0.193
O	2.825	-0.522	32.689	0.154	0.045	-0.091
O	-2.735	5.335	25.256	0.042	-0.244	0.381
O	4.119	9.401	23.898	0.072	-0.061	0.086
O	6.468	8.907	22.887	0.334	-0.042	0.167
O	1.508	-1.743	23.071	0.181	-0.697	-0.046
O	10.341	-5.656	24.727	-0.201	-0.106	0.207
O	-0.095	5.313	25.164	0.577	0.297	-0.225
O	-0.183	-3.741	25.34	0.294	0.075	-0.219
O	-3.043	3.744	27.819	-0.206	0.175	0.035
O	1.17	3.258	22.951	0.235	0.182	0.356
O	3.599	4.028	32.697	0.05	-0.011	-0.147
O	3.805	1.843	23.171	-0.331	0.501	0.101
O	-3.662	0.327	30.359	-0.262	0.25	-0.476
O	9.201	1.183	23.154	0.122	-0.251	0.103
O	-2.718	0.031	22.227	-0.082	0.087	0.266
O	-5.055	-4.577	30.063	-0.217	0.021	0.109
O	-2.655	11.02	22.191	-0.159	0.076	0.537
O	8.625	8.343	27.648	0.14	-0.043	-0.359
O	5.232	6.142	30.126	-0.404	0.246	-0.131
O	-0.943	-2.267	33.351	-0.04	-0.007	-0.221
O	-0.787	2.947	33.68	0.007	-0.103	-0.262
O	9.981	3.064	33.518	0.06	-0.11	-0.259
O	-3.554	-6.637	30.274	-0.1	0.098	-0.053
O	5.373	0.071	23.986	-0.247	-0.213	-0.435
O	-2.587	2.364	31.489	0.346	-0.12	0.015
O	9.674	7.142	23.15	-0.118	0.528	-0.079
O	1.643	-0.136	30.429	-0.173	0.006	-0.264
O	3.661	-4.442	23.193	0.059	0.35	0.497
O	-1.118	-3.394	27.818	-0.136	-0.235	0.255
O	8.505	-5.237	27.887	-0.106	-0.108	-0.138
O	-2.629	-2.917	24.737	-0.124	-0.193	0.376
O	6.511	-1.908	25.277	0.264	-0.609	-0.39
O	-4.846	-1.985	30.296	-0.28	0.238	0.042
O	-1.411	7.483	25.709	0.064	0.587	-0.235
O	10.903	8.133	25.234	-0.005	-0.134	0.587
O	1.726	10.094	23.185	-0.203	0.255	0.546
O	0.99	-4.855	27.388	-0.113	-0.012	0.254
O	-0.885	-3.385	22.852	0.283	0.046	0
O	4.51	-3.734	30.334	-0.01	0.207	-0.031
O	8.548	4.999	32.596	-0.317	0.096	0.006
O	8.576	-6.852	29.983	0.424	-0.114	0.323
O	5.366	2.57	25.097	0.014	-0.014	0.431
O	0.41	-6.343	31.67	-0.561	0.166	0.235
O	-5.242	-3.386	32.454	-0.222	0.17	-0.076
O	6.25	5.05	25.174	0.144	0.168	-0.067
O	2.359	9.254	27.675	0.207	-0.193	-0.01
O	4.4	-1.657	26.788	-0.246	-0.527	-0.006
O	8.761	5.575	27.939	0.349	0.08	0.138
O	-4.593	6.285	33.007	0.156	-0.249	0.156
O	8.312	-0.862	29.901	-0.179	0.449	0.261
O	-4.22	-0.723	28.055	-0.443	0.148	-0.141
O	4.385	-2.359	33.613	-0.087	0.058	-0.269
O	2.732	5.319	22.194	-0.018	0.115	0.467
O	0.201	-1.307	28.674	-0.081	0.131	-0.119
O	4.577	7.016	22.904	0.262	-0.105	0.248
O	6.225	8.596	30.853	-0.26	0.279	-0.339
O	10.274	6.189	30.866	-0.095	0.469	-0.441
O	3.422	-4.659	28.092	0.593	0.093	-0.132
O	-3.735	4.338	23.117	0.338	0.216	0.164
O	-3.973	-0.794	25.46	-0.158	0.482	-0.087
O	7.888	3.04	24.56	0.259	0.411	0.173
O	-2.439	-0.142	32.626	0.378	0.112	-0.327
O	-1.862	6.145	28.022	-0.334	0.089	0.269
O	3.109	1.789	31.394	-0.129	-0.002	-0.517
O	0.013	8.036	27.773	0.03	0.137	0.159
O	1.998	4.495	26.555	0.211	-0.252	-0.242
O	8.738	6.727	25.602	-0.186	0.021	-0.28
O	0.927	-3.943	32.545	-0.14	0.21	-0.476
O	-2.3	-1.778	29.512	0.172	-0.409	0.326
O	2.129	-4.831	30.376	-0.184	-0.168	-0.234
O	2.783	-0.022	21.748	-0.091	0.05	0.276
O	6.592	6.716	27.183	-0.247	0.255	0.731
O	8.652	-3.902	25.664	-0.144	0.22	-0.105
O	1.995	-1.25	25.594	-0.268	-0.25	0.075
O	0.309	7.462	32.365	-0.109	0.047	-0.222
O	2.48	-2.453	29.334	-0.116	0.114	-0.148
O	9.173	-3.219	30.718	-0.268	-0.439	-0.221
O	6.53	-3.475	27.275	-0.441	-0.607	0.239
O	10.951	5.533	24.808	-0.216	-0.172	0.336
O	2.795	-5.438	25.561	0.157	0.227	0.167
O	4.108	6.092	26.289	-0.018	0.128	-0.514
O	6.772	-0.898	27.722	-0.441	0.664	0.044
O	11.129	-3.146	25.18	0.168	-0.123	0.366
O	8.541	2.874	27.81	-0.472	-0.219	-0.261
O	0.311	2.763	25.358	-0.037	-0.478	0.23
O	3.884	4.639	28.427	-0.121	-0.3	0.175
O	6.516	4.3	28.643	-0.249	-0.281	-0.366
O	-3.047	1.311	26.754	0.598	-0.008	0.003
O	4.92	3.514	30.522	0.391	-0.385	-0.272
O	7.693	0.405	25.062	-0.193	-0.015	0.742
O	10.688	9.683	28.53	0.074	-0.378	-0.206
O	3.644	0.759	25.775	-0.33	0.455	0.038
O	8.682	-1.366	32.466	0.163	-0.183	-0.329

Results
total energy: -101658.444 eV
total energy less fixed offsets of O -438.35, Si -107.03 eV per atom: -5.244 eV
